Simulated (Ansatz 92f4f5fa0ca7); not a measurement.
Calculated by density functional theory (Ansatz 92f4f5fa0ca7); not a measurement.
Periodic cell of 360 atoms, Si240O120, from a study of silicon, its oxide and their interface. The atomic structure is a simulated model.
Doubt: the cutoff is far below the 930 eV that the study's wrapper takes by default for these files, so forces and energies are approximate.
This geometry differs little from another in the collection (a relaxation step or a small displacement).

Settings
functional: PBE
potential files: Ansatz PAW
basis: plane waves
wave-function cutoff: 580 eV
density cutoff ratio: 5
exchange-correlation grid ratio: 1
k mesh: 1 x 1 x 1, Gamma-centred
self-consistency stop: 5e-08 eV per atom in the density residual
occupations: fixed
spin: none
net charge: 0

Cell vectors (angstrom)
a 11.6015 0 0
b 0 13.3963 0
c 0 0 41.2996

Atoms and the computed forces on them: element, x, y, z (angstrom), force x, y, z (eV/angstrom)
Si 0 2.2327 1.1851 -0.0024 0.0108 0.0169
Si 3.8672 2.2327 1.1851 0.0046 0.0156 -0.0115
Si 7.7343 2.2327 1.1851 -0.0168 0.0021 0.0242
Si 1.9336 5.5818 1.1851 0.0173 -0.0052 -0.0043
Si 5.8008 5.5818 1.1851 -0.0062 -0.0359 0.0051
Si 9.6679 5.5818 1.1851 0.0014 -0.0052 -0.0069
Si 0 8.9308 1.1851 0.0034 0.0009 0.0012
Si 3.8672 8.9308 1.1851 -0.0028 -0.0037 0.0005
Si 7.7343 8.9308 1.1851 -0.0014 0.0011 -0.0088
Si 1.9336 12.2799 1.1851 0.0214 -0.0022 0.0074
Si 5.8008 12.2799 1.1851 -0.01 0.0117 -0.006
Si 9.6679 12.2799 1.1851 -0.0127 0.0092 0.0299
Si 1.9336 1.1164 1.9745 0.0159 -0.0302 -0.0074
Si 5.8008 1.1164 1.9745 -0.0052 -0.0253 0.0056
Si 9.6679 1.1164 1.9745 0.0139 0.0117 -0.0132
Si 0 4.4654 1.9745 -0.0394 0.0253 -0.0011
Si 3.8672 4.4654 1.9745 -0.0153 -0.0073 0.0061
Si 7.7343 4.4654 1.9745 -0.0018 0.0481 -0.0031
Si 1.9336 7.8145 1.9745 -0.0041 0.0187 0.0062
Si 5.8008 7.8145 1.9745 0.0328 0.0236 -0.0099
Si 9.6679 7.8145 1.9745 -0.0191 0.0139 0.0011
Si 0 11.1635 1.9745 0.0062 -0.0245 -0.0086
Si 3.8672 11.1635 1.9745 0.0196 -0.0163 0.0128
Si 7.7343 11.1635 1.9745 0.0079 -0.0304 0.0005
Si 1.9336 1.1164 4.3426 0.0338 -0.0366 -0.0342
Si 5.8008 1.1164 4.3426 -0.0072 -0.0534 -0.1443
Si 9.6679 1.1164 4.3426 0.0189 0.0419 0.1229
Si 0 4.4654 4.3426 -0.0943 0.0882 -0.0586
Si 3.8672 4.4654 4.3426 -0.0168 0.012 -0.2353
Si 7.7343 4.4654 4.3426 -0.0206 0.1522 0.0511
Si 1.9336 7.8145 4.3426 0.0146 0.0597 -0.1216
Si 5.8008 7.8145 4.3426 0.0914 0.0564 0.004
Si 9.6679 7.8145 4.3426 -0.0676 0.0915 0.114
Si 0 11.1635 4.3426 0.0017 -0.0078 0.1961
Si 3.8672 11.1635 4.3426 0.0676 -0.025 0.06
Si 7.7343 11.1635 4.3426 0.0369 -0.0506 0.117
Si 0 0 36.959 0.3392 -0.1021 0.2742
Si 3.8672 0 36.959 0.0996 0.0196 0.0167
Si 7.7343 0 36.959 -0.3347 -0.0538 0.0063
Si 1.9336 3.3491 36.959 0.0795 0.0118 -0.0648
Si 5.8008 3.3491 36.959 -0.1137 -0.2301 -0.4846
Si 9.6679 3.3491 36.959 -0.0819 0.1985 0.0457
Si 0 6.6981 36.959 -0.0137 0.0907 0.258
Si 3.8672 6.6981 36.959 0.0132 -0.0533 -0.1222
Si 7.7343 6.6981 36.959 -0.0448 0.0314 0.0372
Si 1.9336 10.0472 36.959 -0.0069 -0.0714 0.0372
Si 5.8008 10.0472 36.959 0.0289 0.0188 -0.0253
Si 9.6679 10.0472 36.959 0.0131 -0.0576 0.0394
Si 0 0 39.3272 0.1262 -0.0289 0.0044
Si 3.8672 0 39.3272 0.046 0.0105 0.0037
Si 7.7343 0 39.3272 -0.1282 -0.008 0.0177
Si 1.9336 3.3491 39.3272 0.0191 0.0091 0.0057
Si 5.8008 3.3491 39.3272 -0.0474 -0.1 0.0244
Si 9.6679 3.3491 39.3272 -0.0229 0.073 0.0191
Si 0 6.6981 39.3272 0.0028 0.0307 -0.0136
Si 3.8672 6.6981 39.3272 0.0074 -0.0253 -0.0013
Si 7.7343 6.6981 39.3272 -0.0105 0.0124 -0.0083
Si 1.9336 10.0472 39.3272 -0.0047 -0.0239 0.0031
Si 5.8008 10.0472 39.3272 0.0109 0.0121 -0.0011
Si 9.6679 10.0472 39.3272 0.0014 -0.0201 -0.0041
Si 0 2.2327 40.1166 0.0052 -0.0179 -0.0219
Si 3.8672 2.2327 40.1166 -0.0067 -0.0168 0.0084
Si 7.7343 2.2327 40.1166 0.019 -0.0083 -0.0232
Si 1.9336 5.5818 40.1166 -0.0209 0.0083 -0.0013
Si 5.8008 5.5818 40.1166 0.0088 0.0501 -0.0422
Si 9.6679 5.5818 40.1166 0.0039 0.0057 0.0129
Si 0 8.9308 40.1166 -0.0035 -0.0098 0.0249
Si 3.8672 8.9308 40.1166 0.0045 0.0125 -0.0138
Si 7.7343 8.9308 40.1166 -0.0029 0 0.0071
Si 1.9336 12.2799 40.1166 -0.0148 0.0107 0.0197
Si 5.8008 12.2799 40.1166 0.0043 0.0015 0.0271
Si 9.6679 12.2799 40.1166 0.0089 -0.0056 -0.0524
Si 1.9515 -1.1234 30.6202 0.132 -0.1107 0.0874
Si 3.9913 0.5935 29.1918 -0.0091 -0.0499 -0.089
Si 8.6166 -0.038 29.2211 -0.0138 0.0747 -0.1148
Si 1.9072 3.6913 29.4708 0.0017 -0.0155 -0.0257
Si 5.5954 3.8254 29.7797 -0.0007 0.0036 -0.0178
Si 9.5457 3.5064 29.6396 -0.0294 -0.0307 -0.0195
Si -0.2471 6.8139 29.8275 -0.0043 -0.0056 -0.0348
Si 3.6911 7.0904 29.7082 -0.0141 0.0165 -0.0423
Si 7.5778 6.9088 29.8497 -0.0114 -0.0055 -0.0243
Si 1.8025 10.0788 29.8051 0.0076 -0.0298 -0.0383
Si 5.7742 10.6661 30.7224 0.0487 -0.0108 -0.0221
Si 9.7353 10.2043 29.885 0.006 -0.0316 -0.0244
Si 0.0101 2.4036 29.9511 0.0392 -0.0004 -0.0277
Si 3.7581 2.5477 30.424 -0.0012 0.0103 0.0325
Si 8.0328 2.3159 30.9374 -0.0243 0.023 0.0212
Si 1.8079 5.8217 30.4969 0.0092 -0.003 0.0242
Si 5.5648 5.9889 30.5827 0.0074 -0.0147 0.0197
Si 9.4907 5.6801 30.6441 -0.0007 -0.0016 0.0421
Si -0.0605 8.962 30.6887 -0.0046 0.0334 0.0244
Si 3.8259 9.2442 30.6777 0.0101 0.0081 0.0318
Si 7.7029 9.191 30.6579 -0.0359 0.035 0.0186
Si 0.2756 13.4595 29.6112 -0.1645 0.1262 -0.1509
Si 6.1007 11.9079 28.7925 -0.0224 -0.0694 0.0006
Si 10.0532 12.373 30.7157 0.0631 -0.0524 0.0758
Si 0.0377 2.254 33.2339 -0.0243 -0.0287 -0.0062
Si 3.892 2.254 32.8316 0.0002 0.0059 -0.0249
Si 7.8292 2.1215 33.2218 0.0049 0.0024 -0.0136
Si 1.8794 5.5864 32.9108 -0.0009 -0.0004 -0.0061
Si 5.7346 5.6277 32.9503 0.0092 -0.0111 -0.0011
Si 9.6126 5.5314 33.012 -0.0029 -0.0043 -0.0145
Si -0.0099 8.9127 33.0458 -0.0012 -0.0039 -0.0006
Si 3.8082 8.904 33.0249 -0.0142 0.0078 -0.0087
Si 7.7887 8.9032 33.0141 0.008 -0.0014 -0.0086
Si 1.9179 12.2624 33.0039 -0.0054 0.0183 0.0128
Si 5.7963 12.0046 32.8384 -0.0092 0.0034 -0.0028
Si 9.6935 12.2984 33.055 0.022 -0.0035 -0.0066
Si 2.013 1.1118 33.7874 -0.0009 -0.0039 -0.0062
Si 5.7929 0.9692 33.5964 0.0061 -0.0101 0.002
Si 9.747 1.0645 33.9808 0.0146 0.0152 0.0133
Si -0.0185 4.5059 33.8438 0.0041 0.017 0.0065
Si 3.829 4.4662 33.7314 0.002 0.0062 -0.0094
Si 7.6647 4.4376 33.7932 -0.013 0.0054 -0.0214
Si 1.9101 7.7724 33.8061 0.0013 -0.0006 -0.0011
Si 5.7984 7.8383 33.7868 0.0033 -0.0028 -0.0072
Si 9.6733 7.7603 33.8178 0.0008 0.0064 -0.0022
Si -0.0008 11.1469 33.8315 -0.006 -0.0041 -0.0221
Si 3.8385 11.1206 33.8215 0.0061 -0.0129 -0.0244
Si 7.7603 11.1265 33.8068 0.0007 -0.0118 -0.002
Si 1.9487 1.1163 36.164 0.0051 -0.0047 0.0067
Si 5.7876 1.0856 36.0617 -0.0018 -0.0039 -0.0018
Si 9.677 1.1041 36.2814 -0.0042 -0.0075 -0.0029
Si 0.0017 4.4793 36.196 -0.0005 0.0074 0.0001
Si 3.8602 4.4645 36.1323 -0.0013 -0.0023 0.0015
Si 7.721 4.474 36.1616 -0.0036 -0.0056 0.0013
Si 1.9302 7.8067 36.1728 -0.002 -0.0014 -0.0045
Si 5.8009 7.8192 36.1602 -0.001 -0.0002 -0.0008
Si 9.6693 7.8084 36.1791 0.003 -0.0051 -0.0039
Si 0.0005 11.1614 36.1871 -0.0004 0.0055 0.0039
Si 3.8631 11.1651 36.1804 -0.0084 -0.0003 0.0048
Si 7.7416 11.1653 36.1723 0.0051 0.0023 0.0008
Si 0.0064 0.0034 5.1411 0.0039 -0.0011 -0.0072
Si 3.8727 0.0009 5.1293 -0.0008 -0.0019 -0.003
Si 7.7306 0.0004 5.1284 -0.0009 0.0017 0.0025
Si 1.9293 3.3534 5.0968 -0.0039 -0.0001 -0.0031
Si 5.7945 3.346 5.0987 -0.0038 0.0017 -0.0029
Si 9.6609 3.3588 5.1371 0.0031 0.0013 -0.003
Si 0.0039 6.7081 5.1236 0.0005 0.003 0.003
Si 3.8688 6.6985 5.0981 0 -0.0006 0.0004
Si 7.7324 6.7083 5.1635 0 0.0001 -0.0075
Si 1.9412 10.0443 5.1395 0.0036 0.0008 -0.0049
Si 5.8039 10.0471 5.1521 0.0011 0.0023 -0.0042
Si 9.6697 10.049 5.1701 -0.0035 0.0009 -0.0014
Si 0.0181 0.0299 7.5134 -0.0017 -0.0007 0.0015
Si 3.8871 0.0025 7.4967 0.0075 0.0071 -0.0013
Si 7.7305 0.0325 7.4936 -0.0051 0.0003 0.0107
Si 1.8886 3.3833 7.4388 0.0056 0.0042 0.003
Si 5.7443 3.3394 7.4445 -0.0081 -0.0088 0.0054
Si 9.6346 3.4184 7.5072 -0.0084 -0.0039 0.0148
Si 0.0231 6.7665 7.4856 0.0017 0.0057 0.0081
Si 3.8935 6.6958 7.4436 -0.0082 0.0052 -0.0095
Si 7.7361 6.7471 7.5541 -0.0001 0.002 -0.0043
Si 1.9877 10.0472 7.5168 -0.0002 -0.0152 0.0117
Si 5.8363 10.0629 7.5367 0.0006 0.0054 0.008
Si 9.6809 10.0774 7.5697 0.0079 -0.0025 0.0136
Si -0.0318 2.2903 8.2546 -0.0116 0.0044 -0.0021
Si 3.7854 2.2484 8.2262 0.0094 -0.0004 -0.001
Si 7.6818 2.2791 8.2441 0.0069 0.0003 0.0059
Si 1.9504 5.6124 8.2178 0.0003 0.0048 0.006
Si 5.7945 5.5505 8.2343 -0.0097 -0.0085 -0.0055
Si 9.7034 5.6714 8.2987 0.0205 -0.0048 -0.0115
Si 0.0499 8.9828 8.3389 -0.007 -0.0038 0.0368
Si 3.9272 8.8853 8.2987 -0.0043 -0.0076 -0.0032
Si 7.7456 8.9729 8.4329 0.0078 0.0117 -0.0066
Si 1.9674 12.2865 8.2811 0.0095 -0.0012 -0.0103
Si 5.8198 12.2944 8.3386 0.0032 0.0016 0.0132
Si 9.6742 12.348 8.2941 -0.0154 -0.0059 -0.0097
Si -0.2477 2.5463 10.5831 -0.0592 0.0758 -0.0426
Si 3.8172 4.4953 11.4641 0.0127 0.0137 -0.0351
Si 7.4847 2.0801 10.5708 0.0362 -0.006 -0.0172
Si 1.9984 5.5819 10.5684 0.0026 0.0071 -0.0249
Si 5.7522 5.3562 10.5793 -0.0385 -0.1026 0.0244
Si 11.6859 4.6827 11.4191 -0.0087 0.0278 0.0227
Si 0.1424 8.9002 10.7223 -0.0098 -0.0028 -0.0476
Si 1.9695 7.6974 11.4874 -0.0216 -0.007 0.0364
Si 7.8913 11.5095 11.535 0.0097 0.0058 0.0413
Si 2.2742 11.9402 10.5905 -0.0795 -0.008 -0.004
Si 5.8041 12.2052 10.7305 0.006 -0.0029 -0.0256
Si 7.9875 9.313 10.8146 -0.026 -0.0011 0.0002
Si 2.2711 1.3255 11.9809 0.0652 0.0714 0.0468
Si 5.5787 1.0606 11.3267 -0.0017 0.016 0.0219
Si 9.5081 1.4254 11.3584 -0.0258 -0.0277 0.011
Si -1.7628 5.8455 10.6606 -0.0189 -0.0082 0.0343
Si 3.8232 2.3583 10.5707 -0.0141 0.0275 -0.0231
Si 7.3142 4.1052 11.6568 -0.0316 -0.0006 -0.0016
Si 3.9133 8.6491 10.6689 -0.0332 0.0196 -0.0384
Si 5.639 7.9196 12.0423 -0.0323 0.0448 0.1241
Si 9.7807 8.008 11.5569 0.0162 -0.0237 0.0218
Si 0.5413 10.9681 11.7374 0.014 -0.0376 -0.002
Si 4.0727 10.8004 11.3971 0.0611 -0.0388 0.054
Si 9.6487 12.6511 10.6352 0.0098 0.0057 0.0196
O 3.7325 4.3309 13.1052 0.0069 -0.0102 0.0134
O 5.2717 7.5974 13.612 -0.0185 -0.0037 -0.0293
O 9.4635 1.5227 13.0248 -0.0033 0.0045 -0.0329
O 9.9506 8.0464 13.2218 0.0048 0.0042 -0.0384
O 2.3733 1.4023 13.5961 0.0015 0.0016 0.0234
O 5.4896 1.4403 12.9463 -0.0025 -0.0186 -0.0108
O 1.9952 7.6261 13.1391 0.0001 0.0025 -0.0466
O 0.8568 11.0486 13.3723 0.003 -0.0079 -0.026
O 3.824 10.7406 13.0588 -0.0129 0.0044 -0.0402
O 0.2428 4.6428 13.0869 0.0115 -0.0066 -0.0291
O 7.0385 4.337 13.282 -0.0114 -0.0085 -0.0362
O 8.0058 11.4221 13.1959 -0.0177 0.0106 -0.0533
O 6.102 3.5443 28.2369 -0.012 0.0023 0.0048
O 1.8472 9.9431 28.1403 0.0053 0.0102 0.0197
O 9.4374 0.6961 27.9795 -0.0093 -0.0127 0.0135
O 10.9607 6.942 28.2021 -0.0006 -0.0023 0.0249
O 7.5771 6.6629 28.2062 0.0097 0.0007 0.0051
O 0.2081 13.0115 27.9907 0.0522 -0.0169 0.0651
O 9.8842 10.2602 28.2283 -0.0007 0.0069 0.0215
O 3.5425 7.094 28.0375 0.0009 -0.0028 0.0382
O 5.6275 10.9714 27.5302 0.0044 0.0204 0.0311
O 8.8115 3.4013 28.1548 0.0233 0.0067 0.0126
O 2.0042 3.8662 27.8204 -0.0013 -0.0066 0.0243
O 3.1323 0.8966 27.8119 0.0645 -0.0119 0.0844
Si 7.685 11.5973 21.0997 -0.001 -0.0012 -0.0004
Si 4.6048 11.1671 14.4182 0.0032 0.001 0.0222
Si 10.0821 10.5966 26.6473 -0.0092 -0.0121 -0.0091
Si 5.0384 8.3866 15.0423 0.0037 -0.0041 0.0035
Si 2.7651 1.6715 15.148 -0.0044 0.0081 0.0171
Si 7.4323 3.3626 27.283 -0.0047 0.0067 -0.0029
Si 8.8962 8.1781 25.2085 -0.0033 0.0006 -0.0026
Si 1.251 13.0101 17.0612 -0.0023 -0.0024 0.0025
Si 8.4503 7.649 19.5404 0.0031 0.0012 0.0016
Si 8.8808 2.2055 20.4573 0.0003 -0.0023 -0.0079
Si 5.5402 0.6786 14.375 0.0087 0.0068 0.0203
Si 1.3885 9.5229 26.6308 0.0001 0.0004 -0.0209
Si 11.0202 4.2341 14.4404 -0.0291 0.0019 0.0191
Si 7.065 6.1904 26.7259 0.0167 0.0056 -0.0148
Si 3.8085 9.1034 19.0977 -0.0004 0.0011 -0.0008
Si 6.3469 1.0064 25.4819 -0.0202 -0.0007 -0.0017
Si 10.4279 1.264 14.3131 0.007 -0.0135 0.0216
Si 11.2163 6.4805 19.3984 -0.002 0.0018 -0.0095
Si 7.9547 5.0898 14.4163 0.017 0.0022 0.0068
Si -0.08 3.5374 20.416 0.0009 -0.0009 -0.0054
Si 3.8354 11.6134 17.3011 0.0017 -0.0022 0.0123
Si 7.0127 1.9104 18.2793 -0.003 0.0019 -0.0052
Si 8.5951 10.9403 14.639 0.0186 0 0.0254
Si 6.0507 4.3677 16.6331 0.0088 -0.0014 0.0077
Si 8.0678 0.208 15.9716 0.0034 -0.0008 0.0009
Si 10.598 13.4892 26.9792 -0.0103 0.0153 0.0104
Si 11.393 6.6963 16.2358 -0.0017 -0.0002 -0.0014
Si 3.841 9.3297 24.819 0.0078 0.0005 -0.0037
Si 5.8035 7.0921 17.8335 -0.0063 -0.0032 0.0054
Si -0.2834 0.938 19.4725 0.0019 -0.0031 -0.0053
Si 3.9025 13.2215 21.7102 0.0005 -0.0031 -0.0027
Si 1.0238 9.1269 20.1437 0.0013 0.0006 -0.0026
Si 3.9551 6.6158 26.5146 0.0073 0.0017 -0.0122
Si 3.4876 13.9367 26.2457 0.02 -0.0061 -0.0107
Si 0.8743 1.695 25.0384 -0.0002 0.0033 -0.0105
Si 3.2746 10.1285 21.8926 -0.0009 -0.0038 -0.0043
Si 1.2419 1.4749 21.9891 -0.0027 -0.0025 -0.006
Si 6.9389 14.1395 22.4905 -0.0018 -0.0043 -0.0033
Si 8.4453 8.8975 22.125 -0.0021 0.0002 -0.0004
Si 11.6022 11.891 14.494 -0.0094 0.0051 0.0116
Si 5.2973 11.6047 26.0574 -0.0027 -0.0063 -0.0196
Si 9.9481 10.0969 20.1277 -0.0009 -0.0043 -0.0025
Si 5.4573 12.9893 19.2893 0.0047 -0.0022 -0.0014
Si 2.2874 7.3891 14.7171 -0.0073 -0.0003 0.016
Si 1.6804 4.484 26.3435 -0.0012 0.0019 -0.0158
Si 3.5313 4.48 14.712 0.0044 -0.0096 0.0114
Si -0.1494 6.9149 26.6456 0.001 0.002 -0.0209
Si 9.0482 7.9004 14.5849 -0.0081 -0.0129 0.0181
O 7.7558 1.8489 21.5938 -0.0003 0.0008 0.0033
O 9.5394 0.7775 15.5842 0.0063 0.0055 -0.0077
O 0.174 5.075 20.002 0 -0.0004 0.0023
O 2.4429 12.2413 17.8678 -0.001 -0.0005 -0.0017
O 5.6245 5.472 17.7596 -0.0031 -0.0073 0.0012
O 0.3325 5.4028 26.3031 -0.0029 0.0007 0.0038
O 9.5836 6.4743 19.476 0.0008 -0.0028 0.0018
O 4.0362 13.029 20.0962 -0.0033 0.0009 0.0012
O 2.628 3.2827 15.3579 -0.0017 -0.0006 -0.004
O 0.0717 2.5163 19.1287 -0.001 0.0021 0.0038
O 7.7849 0.7002 17.4908 -0.0019 -0.0026 -0.0006
O 5.7778 7.6781 16.3018 -0.0036 0.0035 -0.0167
O 2.1524 0.76 25.3782 0.0119 -0.01 0.0101
O 2.9708 5.4232 25.9478 -0.0021 -0.0015 0.0032
O 4.18 10.1526 17.9185 -0.0004 -0.0001 -0.0026
O 4.3221 1.1818 15.3356 0.0074 -0.004 -0.0024
O 3.6577 9.2395 23.2038 0.001 -0.0025 0.0059
O 3.8556 12.362 26.1086 -0.0099 0.0243 0.0098
O -0.0871 5.1544 15.6887 0.0013 -0.0086 -0.0034
O 4.1885 9.6791 20.5938 -0.0005 0.0002 0.0004
O 8.9983 9.6939 25.8219 0.0055 0.0086 0.0052
O 6.1512 2.9072 17.3342 -0.0021 -0.0011 -0.0005
O 5.4603 6.0464 26.6416 -0.0243 -0.0015 0.0062
O 7.9375 6.7287 14.2781 -0.002 0.0093 -0.0004
O 7.4828 4.711 15.9297 -0.0002 0.0004 -0.0033
O 9.7255 0.8954 19.8964 0.0005 -0.0007 0.0003
O 9.1004 11.4882 20.2541 0.0014 0.0011 -0.001
O 7.6024 7.3379 25.7166 -0.0001 -0.0002 -0.0017
O 11.2175 2.6356 14.726 0.0017 -0.0002 -0.0071
O 6.0129 1.1213 19.2964 -0.0006 -0.0007 0.0009
O 4.6225 7.7308 18.7648 -0.0025 -0.0008 0
O 8.6274 8.318 23.6132 0.0018 -0.003 0.0066
O 11.6342 6.6642 17.8379 -0.0017 -0.002 0.0035
O 0.9313 7.6413 15.5617 -0.0012 0.0034 0.0009
O 8.3405 9.3398 14.9374 -0.003 -0.0062 -0.0035
O 9.9295 9.4076 21.6278 0.0003 0.0008 -0.0008
O 0.0005 10.235 26.2 0.0022 0.0038 0.003
O 5.3451 0.4221 22.2196 -0.0001 0.0005 0.0004
O 2.7831 0.9408 22.1234 0.0006 0.0005 0.0001
O -0.0993 10.2377 19.6591 -0.0011 -0.0008 -0.0001
O 2.518 9.9516 25.5474 -0.011 0 0.0071
O 6.9775 0.9817 15.0433 -0.0096 0.0005 -0.0073
O 5.1373 10.3206 25.0652 0.0015 0.0045 0.0026
O 7.9965 11.9683 15.7876 -0.0005 -0.0051 -0.0014
O 0.1239 0.0409 18.1774 0.0002 -0.0011 -0.0005
O 7.5855 4.6859 26.322 0.0052 -0.0134 0.003
O 9.9595 7.385 15.8446 -0.0079 0.0046 -0.0074
O 2.1924 8.8848 19.0323 -0.0012 0.0001 0.0007
O 10.2029 11.1027 14.6383 -0.0001 -0.0025 -0.0045
O 11.4549 13.4407 13.9815 0.0006 0.0045 -0.0059
O 4.9738 4.3911 15.4306 -0.0046 0 -0.0078
O 1.1435 7.9056 26.5049 0.0004 -0.0033 0.0032
O 0.2762 7.6755 20.3074 -0.0002 -0.0013 0.0035
O 9.9817 3.3056 21.0005 -0.0008 0.0004 0.0023
O 9.9324 12.1819 26.2537 0.0066 0.0043 0.0007
O 7.4302 10.1836 21.9126 -0.0013 -0.0012 -0.0009
O 2.8086 5.884 15.0309 0.0022 -0.0011 -0.001
O 1.0654 3.0438 21.4968 -0.0003 0.0002 -0.0001
O 10.2539 7.3506 25.6225 0.0108 -0.0033 0.0064
O 7.7547 12.7433 22.2567 -0.0002 0.002 0.0003
O 0.5323 0.5193 20.8505 0.0013 0.0004 0.0034
O 5.4801 12.4793 14.0734 0.0037 -0.0057 -0.0091
O 6.4981 11.9528 20.0246 -0.002 -0.0013 -0.0012
O 7.2516 7.3837 18.498 0.0049 0.0038 0.0005
O 6.9788 14.7011 24.0133 -0.0057 0.0021 0.0111
O 5.1111 12.542 17.7532 -0.0031 -0.0017 -0.001
O 8.0585 2.7998 19.1649 0.0031 -0.0011 0.006
O 0.5268 1.4305 23.4654 -0.0011 0.0008 0.0076
O 3.6473 11.5423 15.6825 0.0014 -0.0027 -0.0153
O 4.7592 1.42 25.6723 0.0025 -0.0143 0.0033
O 7.9172 7.7281 21.0961 0.0001 -0.0011 0.0005
O 4.0417 7.8393 25.4404 -0.0007 -0.0098 0.0045
O 9.1423 9.0826 19.1154 0.0006 0.0016 -0.0011
O 3.503 11.7205 22.2771 0 0.0059 -0.0004
O 0.6513 11.9403 15.986 -0.0027 -0.0028 -0.0062
O 3.4194 8.423 15.2755 -0.003 0.0043 0.0007
O 7.2436 1.9553 26.4749 0.0031 -0.0063 -0.0017
O 9.4529 4.53 14.1977 0.0116 -0.0012 -0.0029
O -0.4298 1.2183 25.9365 -0.0079 -0.0059 0.0056
O 1.3317 3.246 25.3282 0.0031 0.0037 0.0037
O 5.5598 9.9279 14.8949 0.0021 0.0079 -0.0108
O 6.4265 12.756 25.6909 0.0039 0.0016 -0.0027
O 1.8295 0.9204 16.2498 0.005 0.0025 -0.007
O 1.721 9.7373 21.5001 -0.0017 -0.0006 0.0005
O -11.6769 -24.4396 31.6002 -0.017 0.0014 -0.0466
O 10.8458 25.3148 11.4917 -0.0341 0.0294 -0.016
O 19.2988 -14.6107 28.5544 0.0618 0.0305 0.0496
O -8.1169 26.1121 30.1106 -0.1258 0.0882 -0.0434
O 23.9496 28.4196 11.5352 -0.0518 -0.0497 -0.0051
O 6.4135 -6.6869 11.295 0.1038 0.0292 -0.0378
O 18.3791 9.0784 11.9724 0.027 0.0629 -0.0106
O -3.9729 14.4175 29.981 0.022 -0.0273 0.013
O 8.7238 18.2547 11.3442 0.012 -0.0008 -0.018
O 5.4374 0.0219 28.6618 -0.0628 0.022 0.0371
O -16.4793 16.7018 30.8482 0.0179 -0.0047 0.0187
O 14.1982 -13.6059 11.6302 0.093 -0.114 0.0097

Results
free energy: -220810.610 eV
free energy less fixed offsets of O -568.88, Si -635.61 eV per atom: 1.390 eV

The program warned: the cutoff lies below the one the program advises for these potential files; the forces do not sum to zero within the program's tolerance; the exchange-correlation potential is rough where the density is thin.
